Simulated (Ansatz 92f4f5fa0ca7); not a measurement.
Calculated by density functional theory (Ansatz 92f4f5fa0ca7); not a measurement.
Periodic cell of 300 atoms, Si196O104, from a study of silicon, its oxide and their interface. The atomic structure is a simulated model.
Doubt: the cutoff is far below the 930 eV that the study's wrapper takes by default for these files, so forces and energies are approximate.

Settings: functional PBE; potential files Ansatz PAW; basis plane waves; wave-function cutoff 580 eV; density cutoff ratio 5; exchange-correlation grid ratio 1; k mesh 1 x 1 x 1, Gamma-centred; self-consistency stop 5e-08 eV per atom in the density residual; occupations fixed; spin none; net charge 0.

Cell vectors (angstrom)
a  11.6015  0  0
b  0  10.938  0
c  0  0  40.978

Atoms and the computed forces on them: element, x, y, z (angstrom), force x, y, z (eV/angstrom)
Si  0  0  0.9665  0.0003  0.0264  0.018
Si  3.8672  0  0.9665  -0.0081  0.0572  0.0052
Si  7.7343  0  0.9665  -0.0043  0.0306  -0.0364
Si  1.9336  1.3673  0.9665  0.0013  -0.0164  0.0403
Si  5.8008  1.3673  0.9665  -0.0012  -0.059  -0.0152
Si  9.6679  1.3673  0.9665  0.0019  -0.0161  -0.0016
Si  0  5.469  0.9665  -0.0103  0.0373  -0.0061
Si  3.8672  5.469  0.9665  -0.0003  0.0753  -0.0193
Si  7.7343  5.469  0.9665  0.019  0.061  -0.0329
Si  1.9336  6.8362  0.9665  -0.0106  -0.0809  0.0255
Si  5.8008  6.8362  0.9665  0.0029  -0.0677  0.0018
Si  9.6679  6.8362  0.9665  0.0067  0.0039  0.0191
Si  1.9336  2.7345  40.011  0.0099  -0.0462  0.054
Si  5.8008  2.7345  40.011  0.0246  0.0835  -0.0195
Si  9.6679  2.7345  40.011  0.0549  0.0149  0.0217
Si  0  4.1018  40.011  0.0018  -0.0227  0.0212
Si  3.8672  4.1018  40.011  0.0416  -0.1041  -0.0239
Si  7.7343  4.1018  40.011  -0.005  -0.1364  -0.0746
Si  1.9336  8.2035  40.011  0.0061  0.081  -0.0354
Si  5.8008  8.2035  40.011  0.0165  0.1046  -0.0636
Si  9.6679  8.2035  40.011  0.0005  -0.0116  -0.004
Si  0  9.5708  40.011  -0.0007  0.0709  0.1041
Si  3.8672  9.5708  40.011  0.0176  -0.0284  0.0384
Si  7.7343  9.5708  40.011  0.032  -0.0961  -0.0283
Si  0  0  4.8337  0.0653  -0.1128  0.2636
Si  3.8672  0  4.8337  -0.0949  -0.1162  0.226
Si  7.7343  0  4.8337  -0.0609  -0.0536  -0.2658
Si  1.9336  1.3673  4.8337  -0.058  -0.0488  0.1522
Si  5.8008  1.3673  4.8337  -0.1048  -0.1725  -0.1466
Si  9.6679  1.3673  4.8337  0.0069  -0.0705  -0.14
Si  0  5.469  4.8337  -0.0094  -0.0198  0.1374
Si  3.8672  5.469  4.8337  -0.1308  -0.028  0.1123
Si  7.7343  5.469  4.8337  -0.0622  0.0705  -0.0566
Si  1.9336  6.8362  4.8337  -0.0292  -0.0298  0.3483
Si  5.8008  6.8362  4.8337  -0.1349  -0.2039  -0.0101
Si  9.6679  6.8362  4.8337  0.0667  -0.1524  -0.0962
Si  1.9336  2.7345  2.9001  -0.0146  0.0566  0.0107
Si  5.8008  2.7345  2.9001  -0.0186  0.0202  -0.0329
Si  9.6679  2.7345  2.9001  -0.0052  -0.0205  -0.0507
Si  0  4.1018  2.9001  0.0088  -0.0728  0.0468
Si  3.8672  4.1018  2.9001  -0.0383  -0.0869  0.032
Si  7.7343  4.1018  2.9001  -0.0203  -0.0385  0.007
Si  1.9336  8.2035  2.9001  -0.0111  0.1391  0.0547
Si  5.8008  8.2035  2.9001  -0.0244  0.0722  0.0125
Si  9.6679  8.2035  2.9001  -0.0156  0.0113  -0.0026
Si  0  9.5708  2.9001  -0.0247  -0.0643  0.0367
Si  3.8672  9.5708  2.9001  -0.0255  -0.0761  0.0239
Si  7.7343  9.5708  2.9001  -0.0001  0.0578  -0.0697
Si  -1.0854  3.2778  28.7576  0.1077  -0.1542  0.3944
Si  1.8575  -2.7007  32.2438  0.1229  0.1121  0.0914
Si  11.1218  -4.682  28.5544  -0.0176  0.2018  0.309
Si  5.3012  4.634  32.0935  -0.0555  0.0832  -0.3526
Si  7.9225  -1.6507  22.8306  -0.1975  -0.1469  0.0905
Si  13.0074  1.6223  29.5201  -0.054  -0.4152  0.4711
Si  -3.5248  10.4723  31.8351  -0.2234  -0.6843  0.0099
Si  5.0486  10.9454  27.0714  -0.0232  -0.1815  -0.0663
Si  8.8371  7.0233  30.7371  -0.0046  0.3859  -0.1334
Si  2.094  10.8839  27.0154  0.0765  0.0364  0.2067
Si  7.7664  5.1371  31.7656  -0.1156  -0.1747  0.1824
Si  5.2744  8.1456  31.8317  0.0727  -0.1369  -0.1244
Si  4.0932  6.2439  30.8543  0.0477  -0.2615  0.0998
Si  0.504  -2.5482  26.3568  0.2418  0.134  0.0391
Si  5.4341  2.2717  31.8685  0.0279  -0.2925  -0.0552
Si  -4.6298  7.182  26.3145  -0.0771  0.1977  0.0389
Si  9.6546  8.5414  32.3425  0.6624  0.2992  0.0935
Si  9.4044  0.7658  26.8864  -0.1848  -0.1221  0.2085
Si  -1.039  13.5099  32.2428  -0.1967  0.253  -0.1471
Si  0.062  9.6942  32.4279  -0.1169  -0.1728  0.0644
Si  7.2461  8.731  30.4774  -0.3557  0.1209  -0.028
Si  3.6262  9.8676  32.1208  -0.0985  -0.0016  0.0491
Si  3.3768  12.1783  31.0265  0.1476  0.1607  0.1531
Si  12.282  4.3723  32.3393  -0.1864  -0.2732  0.0737
Si  0.0199  -0.0182  34.4275  -0.123  -0.1774  0.2471
Si  3.8888  -0.0728  34.2654  -0.1932  0.0723  -0.0535
Si  7.7649  0.1443  34.0959  -0.1974  0.0898  -0.1302
Si  1.968  1.267  34.5006  0.0349  -0.1053  -0.0308
Si  5.7467  1.3865  34.1059  0.0698  0.0241  -0.0532
Si  9.7807  1.4531  34.2525  0.1433  0.0914  -0.1269
Si  0.1909  5.5639  34.2916  0.0871  0.1825  -0.1883
Si  4.1587  5.5189  34.1195  -0.0837  -0.1265  -0.0478
Si  7.8903  5.6736  34.0846  0.2779  0.0346  0.0362
Si  2.1371  6.8945  34.187  0.0768  -0.1021  0.0723
Si  5.9278  7.0634  34.0645  0.0409  0.2813  -0.1232
Si  9.8385  6.9991  34.2014  -0.1703  0.074  0.1249
Si  2.0003  2.8202  36.2202  0  0.0343  -0.0586
Si  5.8418  2.741  36.079  -0.0463  0.0848  0.0206
Si  9.6919  2.805  36.1608  -0.017  0.0596  -0.0304
Si  0.0433  4.1361  36.1595  0.0152  -0.0173  0.0617
Si  3.9597  4.1584  36.093  0.0152  -0.0047  0.0655
Si  7.7583  4.1754  36.0416  -0.0421  0.0394  -0.0568
Si  2.0182  8.182  36.1673  0.207  0.1061  -0.061
Si  5.8845  8.2458  36.1203  0.0401  0.083  -0.0323
Si  9.6975  8.2244  36.1851  0.0816  0.0358  0.0544
Si  0.054  9.4956  36.2538  -0.1632  -0.0429  -0.0998
Si  3.9295  9.5476  36.1899  0.0519  -0.0803  0.0015
Si  7.797  9.6456  36.0691  0.0268  -0.011  0.0146
Si  0  0  38.0774  0.147  0.112  0.28
Si  3.8672  0  38.0774  0.0758  0.1748  0.0584
Si  7.7343  0  38.0774  0.0751  0.1427  -0.2794
Si  1.9336  1.3673  38.0774  0.1021  0.1391  0.2743
Si  5.8008  1.3673  38.0774  0.0838  0.1284  -0.311
Si  9.6679  1.3673  38.0774  -0.0697  0.1603  -0.0726
Si  0  5.469  38.0774  0.0196  0.1949  0.181
Si  3.8672  5.469  38.0774  0.0829  0.1372  -0.1842
Si  7.7343  5.469  38.0774  -0.0594  0.0293  -0.2947
Si  1.9336  6.8362  38.0774  0.0863  -0.2365  0.1612
Si  5.8008  6.8362  38.0774  0.1883  0.0262  -0.2068
Si  9.6679  6.8362  38.0774  -0.1247  -0.0664  0.1438
Si  1.8724  2.6783  6.8225  -0.1035  0.1165  0.0534
Si  5.7199  2.7327  6.7305  -0.0076  0.1692  -0.0148
Si  9.634  2.7468  6.7285  -0.0359  0.1551  -0.0045
Si  -0.0245  4.1138  6.8039  -0.0044  -0.1268  -0.0243
Si  3.789  4.098  6.7928  0.0244  -0.0997  0.0998
Si  7.6656  4.0687  6.7302  -0.0227  -0.0535  0.0544
Si  1.895  8.1307  6.8764  0.0228  0.1697  0.0652
Si  5.7234  8.1532  6.7803  0.0059  0.0967  0.083
Si  9.646  8.1763  6.7572  -0.0183  0.1084  -0.0267
Si  -0.0292  9.5575  6.8179  -0.0052  -0.1364  0.0303
Si  3.8125  9.56  6.8137  -0.0104  -0.0958  0.0403
Si  7.6736  9.4754  6.6673  0.0625  0.0333  0.0806
Si  -0.1748  -0.0729  8.818  -0.2195  -0.0518  0.0161
Si  3.796  -0.0011  8.7745  -0.078  0.0853  -0.0059
Si  7.6142  -0.0739  8.5221  -0.0486  -0.0401  -0.1625
Si  1.8107  1.2708  8.7882  0.1147  -0.0376  0.0153
Si  5.7517  1.3599  8.6239  0.0596  -0.1122  -0.0617
Si  9.5184  1.313  8.5744  0.0291  -0.1522  -0.136
Si  -0.0906  5.4189  8.8041  -0.0325  -0.132  0.0872
Si  3.8272  5.3641  8.8163  0.1446  -0.0805  0.0585
Si  7.645  5.4035  8.6639  -0.0444  0.1092  -0.082
Si  1.8842  6.7617  8.9215  0.0352  -0.0488  0.1121
Si  5.7116  6.8112  8.751  0.0165  -0.0642  0.0499
Si  9.5555  6.76  8.6386  0.0018  -0.1541  0.0044
Si  6.0457  2.5745  10.615  -0.1771  -0.2671  0.0872
Si  3.2495  -0.9509  19.1671  0.0782  0.0948  -0.0043
Si  13.3507  -2.6119  10.796  -0.101  -0.3063  0.2314
Si  3.7602  -0.2661  13.0508  -0.2787  -0.2801  -0.5079
Si  3.7245  -1.2548  10.7967  0.0477  0.2302  0.0802
Si  11.4459  3.806  10.6144  0.1699  0.2913  0.1801
Si  3.9494  3.828  10.7137  -0.0183  -0.0807  -0.1336
Si  5.5547  8.2283  10.6951  0.0658  0.0705  -0.2461
Si  13.4982  13.5568  10.7258  0.1707  -0.0282  -0.021
Si  -2.1586  13.5097  10.5205  0.2621  -0.5504  -0.0533
Si  -0.3863  9.2793  10.6711  0.1388  0.4932  0.3039
Si  8.3371  13.9314  14.929  0.1451  0.1731  0.4106
Si  -0.5495  3.5861  13.5151  0.1887  0.0602  -0.2405
Si  9.2401  -3.0306  10.644  -0.1707  -0.1045  -0.1567
Si  7.9117  -4.6433  12.0986  -0.0806  -0.4048  0.0746
Si  5.6049  -4.1088  12.6149  0.0178  0.0078  -0.1714
Si  5.1255  -2.7086  14.4944  -0.2088  -0.284  -0.1953
Si  14.5647  -3.265  24.5269  0.1495  0.0002  0.1606
Si  -3.8376  4.2032  10.7009  0.0196  0.5587  0.0237
Si  7.5691  9.5279  10.4384  -0.1969  0.1112  0.1753
Si  7.9005  0.364  11.9692  -0.1082  -0.5329  -0.8423
Si  -3.5084  9.3909  14.6469  0.0596  0.1997  -0.2696
Si  0.4733  10.0227  16.1593  -0.0001  0.1019  0.2236
Si  13.2405  1.7844  12.9434  -0.0706  0.0597  -0.2438
O  41.7994  -29.5129  26.6428  0.0479  -0.0368  0.0775
O  11.7561  9.0495  17.4416  0.0848  0.0019  0.0183
O  8.3841  -0.7284  16.0291  -0.1346  -0.0502  0.0467
O  -1.2733  3.1346  22.365  0.0417  -0.0649  0.0088
O  -32.0112  -5.6715  13.5097  0.1956  -0.0606  0.0934
O  10.7344  -14.3355  13.6129  -0.0735  -0.2086  0.0592
O  -5.0505  -2.0196  14.7936  0.2621  0.3248  0.1841
O  -9.286  11.2959  18.8653  0.0169  -0.0628  0.0373
O  0.7203  20.1332  14.7903  0.0211  -0.0396  -0.0515
O  4.5284  -4.6063  29.2532  -0.0173  0.1229  0.0414
O  -9.4222  -10.6844  13.1817  0.2576  0.0351  0.1636
O  7.7722  15.0923  15.9311  0.0293  0.0352  -0.07
O  25.1341  18.8227  25.7542  -0.0348  0.0032  -0.0401
O  0.2752  42.0003  21.7725  0.0834  -0.0153  -0.0579
O  -17.0514  -4.8018  27.2307  -0.0142  -0.0865  -0.017
O  5.3721  18.363  18.5981  -0.0072  0.1109  -0.0297
O  -6.5379  -9.3302  27.3895  -0.0255  0.1181  -0.0038
O  6.3992  9.6659  23.3156  0.1105  0.0241  -0.0811
O  3.9144  8.9452  24.1655  -0.0541  -0.042  -0.058
O  -21.8566  -15.1018  20.8613  -0.0581  0.1964  -0.0878
O  -20.7481  -8.2237  14.0513  -0.2016  -0.1055  0.0383
O  -19.7882  -30.8132  17.0686  0.1849  0.0052  -0.1131
O  11.1048  4.4699  24.3953  0.0205  -0.0257  -0.0017
O  10.829  32.9213  16.0853  -0.0188  -0.0523  -0.076
Si  1.0184  -2.5678  20.5451  0.1702  0.0037  -0.0581
Si  -4.442  14.9775  17.4432  0.0138  -0.0295  0.0726
Si  13.3628  2.2502  32.4245  0.1185  -0.2114  0.0432
Si  13.2563  6.1836  30.9738  -0.2157  0.1726  -0.2916
Si  10.8294  16.8966  17.0805  0.2937  -0.1173  0.1766
Si  -2.1995  7.3101  14.5274  -0.1035  -0.2915  0.0924
Si  -1.0788  -0.7357  24.4396  -0.0718  -0.2571  0.363
Si  -8.1241  15.9116  25.5706  0.1014  0.0037  -0.1003
Si  -3.9444  -1.4749  28.2044  -0.1983  -0.1131  0.3758
Si  0.1202  22.6503  31.274  0.0697  -0.1326  -0.164
Si  13.6656  5.4261  17.2586  -0.0654  -0.0713  0.0867
Si  11.8807  3.5158  18.4242  0.0595  0.0613  0.1429
Si  1.0539  -6.8442  24.0654  0.0531  0.0737  0.0632
Si  5.0146  16.2904  28.0699  0.0131  0.1554  0.157
Si  4.9421  2.8352  23.7221  -0.0442  0.0795  -0.0476
Si  -3.3133  12.706  19.1324  0.0262  0.1062  0.0552
Si  10.5817  2.2248  21.0565  -0.0052  0.1783  -0.0726
Si  -6.3304  -5.721  21.8729  0.0394  -0.1112  0.0554
Si  4.2541  15.8032  12.7933  -0.1749  0.0575  -0.3202
Si  -6.1788  2.2371  14.3307  -0.2433  0.3134  0.2363
Si  2.0763  1.1823  17.4716  -0.0691  0.0184  0.1368
Si  -0.5308  19.3094  18.7792  -0.3827  -0.1265  -0.155
Si  -5.3922  2.6447  27.9344  0.0713  -0.2198  0.2151
Si  6.4971  -4.4912  19.244  -0.02  -0.1205  0.0226
Si  9.7584  3.9767  23.6156  -0.0456  0.1088  -0.0107
Si  -3.8633  17.2074  23.5534  -0.0456  -0.1127  0.033
Si  -9.2715  1.2049  24.027  0.2243  0.2217  0.1052
Si  2.0729  15.168  14.5625  0.1114  0.12  0.0391
Si  -6.5982  1.978  16.6472  -0.0958  -0.1175  0.6079
Si  2.2083  17.0921  22.097  0.1586  -0.1232  0.2403
Si  19.1484  13.3988  25.3443  -0.0801  0.0476  -0.164
Si  5.4244  31.274  24.5898  -0.0571  -0.0976  0.088
Si  8.1386  8.9627  19.7778  -0.086  -0.116  0.0215
Si  -7.4008  29.5258  17.493  -0.0191  -0.1086  0.0844
Si  6.036  0.0157  18.8027  -0.0322  0.1481  0.1771
Si  9.331  0.4788  16.5409  0.1336  0.1486  0.209
Si  0.292  -2.2976  13.3217  0.3654  0.2262  -0.5217
Si  0.276  -0.2997  22.5353  -0.0045  0.2498  0.0243
Si  -2.5946  14.2827  30.7294  0.1014  -0.2333  0.2035
Si  7.4033  23.5239  30.665  0.2238  0.5308  -0.1396
O  21.089  -7.36  13.9365  -0.1332  -0.0168  -0.0324
O  5.9983  8.2061  25.5229  0.047  -0.0285  -0.0283
O  -19.7032  20.0277  17.8103  -0.0237  -0.009  -0.0335
O  -5.4039  21.0669  27.8727  -0.1559  0.1675  -0.1298
O  -3.5792  22.9417  26.0413  0.0953  0.0263  -0.0037
O  -10.7399  6.2836  29.5013  0.0538  -0.1208  -0.0218
O  -3.4443  25.1058  18.4439  -0.0355  0.0167  -0.0507
O  -9.7878  0.1055  22.9516  -0.1157  -0.1562  -0.0719
O  18.1436  12.2248  11.6407  -0.1197  0.4565  0.0623
O  7.0729  2.2866  14.1877  -0.0382  -0.1891  -0.4158
O  5.6389  11.4993  17.2961  -0.0696  0.2034  -0.2147
O  -6.9638  29.4379  15.923  0.0024  0.1524  -0.1788
O  11.3567  -10.0678  21.5016  0.0379  -0.1547  -0.0399
O  0.783  2.1716  17.6371  0.0601  -0.0707  -0.0665
O  7.1038  -9.1696  28.994  -0.1541  -0.0879  -0.0338
O  -3.14  -26.551  13.67  0.4133  0.0248  0.2107
O  7.0902  -12.1657  18.7719  0.019  -0.0346  -0.1146
O  1.7724  21.9231  16.3461  -0.0102  -0.0686  -0.1206
O  16.708  -7.3042  22.2956  -0.0032  0.0434  -0.0698
O  -0.3621  15.4253  12.1553  -0.1133  0.008  -0.1581
O  -2.4908  12.7902  20.5108  -0.0444  -0.0706  0.0311
O  -21.8864  -8.4492  23.9868  -0.0498  -0.0067  -0.0209
O  22.3108  4.7477  28.0257  0.0721  -0.092  -0.109
O  11.3813  -7.8545  19.9129  -0.0052  -0.0516  -0.0041
O  38.7143  17.3429  24.9263  -0.0235  -0.0218  -0.0369
O  -17.9143  -11.1207  25.4688  0.0383  0.0754  0.0354
O  2.4844  -23.7189  20.2879  -0.078  -0.0499  -0.0074
O  4.0277  20.3022  14.006  -0.0076  0.0565  0.259
O  12.0371  4.3184  14.6061  -0.1766  0.0383  0.0305
O  9.051  12.8255  15.8393  -0.0768  0.022  -0.1641
O  9.664  -45.5807  19.2198  0.1268  -0.0084  0.023
O  -14.1934  -0.9205  23.8054  0.0634  0.0948  0.0259
O  22.0773  0.3327  25.7165  -0.0273  -0.079  -0.1147
O  9.1056  11.6926  18.1353  0.0115  -0.1091  -0.1441
O  -5.2065  13.2076  24.204  0.0857  -0.0121  0.0692
O  -2.7512  14.0609  24.6514  0.0366  -0.0362  0.0905
O  11.3021  9.8189  12.301  -0.0463  -0.2551  0.0276
O  -18.2241  14.669  13.7705  0.2445  -0.2771  0.0786
O  3.846  12.5744  23.5861  -0.0679  -0.0566  -0.0138
O  -3.4261  -14.1839  22.9452  0.0901  0.1147  -0.0316
O  8.1626  10.452  13.3542  -0.005  -0.0523  0.9261
O  9.1964  23.2246  11.6889  -0.0009  0.2935  0.0725
O  21.4227  -26.0261  29.4046  -0.1582  -0.1128  0.1947
O  18.4049  12.1825  19.554  -0.0429  -0.0922  -0.0359
O  -19.4857  26.8583  27.1658  -0.0343  -0.0619  -0.0201
O  11.0714  -13.0789  25.1531  -0.1201  0.1863  -0.167
O  4.7142  10.5193  19.6647  -0.0038  -0.007  0.002
O  -9.3498  -10.4026  25.5106  -0.0671  0.0036  -0.1584
O  -6.8766  0.9623  13.5613  0.1699  0.0879  -0.0948
O  18.6483  27.4234  18.0093  0.0486  0.0365  -0.0493
O  10.7511  -6.5798  17.5483  -0.093  0.1258  -0.16
O  21.411  17.4406  15.9268  -0.0714  0.1135  -0.2785
O  12.3892  17.1782  16.6409  -0.1027  0.0564  -0.098
O  -9.7015  15.638  25.3202  -0.0938  -0.049  -0.012
O  -17.4972  3.2858  17.3875  -0.0864  -0.1564  -0.1251
O  11.636  23.9291  13.262  -0.078  -0.012  0.1837
O  -17.6221  14.883  28.6938  -0.0011  0.0113  0.0942
O  -8.4301  17.3789  17.8019  -0.016  0.0458  0.0706
O  0.969  -1.2209  27.212  -0.1033  -0.0021  -0.0533
O  13.1504  26.639  22.6516  0.0181  0.0315  -0.1035
O  -24.7785  23.9286  27.7251  0.0725  0.1202  -0.0002
O  -8.0248  10.355  27.4931  -0.0151  0.0146  -0.0441
O  2.0829  -14.5525  23.223  -0.112  -0.0045  -0.1077
O  -15.4192  -26.4973  25.1937  0.033  0.0053  0.0073
O  1.6073  -9.7736  27.9737  0.0421  -0.0465  -0.2313
O  2.6625  26.3791  16.0538  -0.0216  -0.0378  -0.1912
O  19.2698  7.391  19.877  0.0784  0.1077  -0.045
O  -7.1934  3.8456  24.8775  -0.0144  0.0279  0.0707
O  15.3956  27.7808  21.7928  -0.0985  0.0309  -0.0739
O  -23.3843  -3.678  27.2972  -0.1218  -0.1344  0.0566
O  -17.2565  -5.5109  20.4035  -0.004  0.036  -0.0742
O  13.1833  -6.4266  18.5345  0.0448  0.0068  -0.0595
O  8.9404  21.4159  27.9061  0.1515  0.1013  -0.0993
O  -12.6212  -15.0392  18.4323  0.0246  0.137  0.0526
O  -5.3591  27.7683  23.0084  0.0049  0.0583  0.01
O  8.0814  9.6713  21.2595  0.0683  0.0439  -0.0692
O  8.848  5.1949  23.0516  0.0059  0.0281  -0.033
O  0.457  2.9878  29.3857  -0.1963  0.2982  -0.5385
O  13.1058  7.9046  12.4544  0.0582  0.1293  -0.0822
O  -3.6959  8.1122  27.2856  0.1198  -0.074  -0.216

Results
free energy: -183736.307 eV
free energy less fixed offsets of O -568.88, Si -635.61 eV per atom: 6.773 eV

The program warned: the cutoff lies below the one the program advises for these potential files; the exchange-correlation potential is rough where the density is thin.
